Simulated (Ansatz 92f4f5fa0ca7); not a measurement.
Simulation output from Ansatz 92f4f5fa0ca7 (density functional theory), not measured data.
Periodic cell of 234 atoms, Si128O62H32N12, with a vacuum gap, from a study of silicon, its oxide and their interface. The atomic structure is a simulated model.

Settings
functional: r2SCAN
potential files: Ansatz PAW
basis: plane waves
wave-function cutoff: 800 eV
density cutoff ratio: 5
exchange-correlation grid ratio: 1
k mesh: 1 x 1 x 1, shifted by 0.5 0.5 0 of a step
self-consistency stop: 1e-11 eV per atom in the density residual
occupations: fixed
spin: none
net charge: 0
applied field: sawtooth along c, amplitude -0.015 V/angstrom in the program's sign convention, ramp centred at 0.9876 of c and 0.0247 of c wide, no dipole correction

Cell vectors (angstrom)
a  10.8904  0  0
b  0  10.8904  0
c  0  0  40.4853

Atoms and the computed forces on them: element, x, y, z (angstrom), force x, y, z (eV/angstrom)
Si  -2.8338  -3.423  26.9375  -0.0089  0.0099  -0.0191
Si  0.1474  -0.7175  26.7779  0.0031  0.0092  -0.0297
Si  -3.3577  2.7267  26.7335  0.0043  0.0001  -0.0257
Si  -0.5344  -5.5178  26.7415  0.012  0.0012  -0.0164
Si  -8.6636  -2.959  27.338  0.006  -0.0149  -0.0271
Si  -5.9069  -0.0971  26.6374  0.0098  -0.0053  -0.0098
Si  2.606  2.0027  26.6438  -0.0198  0.0102  -0.0134
Si  -5.5162  -5.8536  26.8382  -0.0007  -0.0024  -0.0138
Si  -1.6698  -1.6719  28.0143  0.0052  -0.0143  -0.012
Si  1.1233  0.9554  28.1302  0.0084  -0.0094  -0.0109
Si  -1.6772  -7.1266  28.0294  -0.0059  0.008  -0.0053
Si  0.8461  -4.4427  28.3662  -0.0003  0.0141  -0.0199
Si  -7.0188  -1.5881  28.1808  -0.0207  0  -0.0159
Si  -4.4687  1.1186  28.0441  -0.0136  0.0138  -0.0054
Si  3.6734  3.7706  27.925  0.0045  -0.0025  -0.0117
Si  -4.3851  -4.4457  28.3177  -0.0015  -0.005  -0.0081
Si  -3.0686  -0.2635  29.3536  0.0112  -0.0221  0.0162
Si  -0.3115  2.4024  29.3821  0.0069  0.0117  0.0027
Si  -3.0228  -5.8299  29.5669  0.0044  -0.0031  0.008
Si  -0.4682  -2.9728  29.6004  0.0077  -0.0031  0.0067
Si  2.4419  -0.3025  29.5757  0.0026  -0.0125  0.0016
Si  5.029  2.4744  29.422  -0.001  -0.0057  0.0049
Si  2.3551  5.0801  29.4579  0.0052  -0.0047  0.0146
Si  -5.7396  -2.9749  29.5368  0.0065  -0.0006  0.0183
Si  -4.4227  -1.5524  30.8318  -0.0117  0.008  0.0242
Si  -1.749  1.1183  30.7547  -0.0056  0.0175  0.0362
Si  -4.4985  3.7978  30.8484  -0.0115  0.0022  0.0209
Si  -1.8052  -4.3399  30.924  -0.0028  0.0178  0.0125
Si  0.9761  -1.615  30.88  -0.0135  -0.0016  0.0048
Si  3.7035  1.1622  30.8731  -0.0184  0.0104  0.01
Si  0.968  3.7976  30.8245  -0.0276  -0.0053  0.0208
Si  3.6828  -4.3353  30.7931  -0.0268  0.0047  0.0215
Si  1.3478  -1.2877  9.659  0.0153  -0.0099  -0.0208
Si  4.0198  1.4805  9.7116  0.0067  -0.0068  -0.0291
Si  1.3257  4.1562  9.6237  0.0076  -0.0203  -0.0127
Si  4.0674  -3.9996  9.6501  -0.0054  -0.0189  -0.0109
Si  6.7243  -1.2638  9.5715  0.0263  -0.0055  -0.0145
Si  -1.416  1.5415  9.5522  0.0208  -0.0159  -0.0147
Si  6.7556  4.1182  9.734  0.0358  0.0031  -0.0298
Si  -1.4393  6.8937  9.6497  0.0071  -0.011  -0.0171
Si  2.6231  0.1508  11.0587  -0.0058  -0.0024  -0.0074
Si  5.3356  2.8335  11.171  -0.0066  0.01  -0.0058
Si  2.7951  5.4192  10.9685  -0.0167  0.0175  -0.0025
Si  5.2977  -2.4729  10.9872  -0.0024  0.0018  -0.009
Si  -2.8169  0.1868  10.8031  0.0045  -0.0027  -0.0053
Si  -0.2039  2.9821  10.9785  -0.0057  -0.0042  -0.0057
Si  8.0679  5.5797  11.0551  0.0018  0.0027  -0.0056
Si  -0.0871  -2.6007  10.9654  -0.0017  0.0098  -0.0147
Si  1.2226  1.6538  12.2223  0.0022  0.0095  0.0158
Si  4.1376  4.3026  12.6887  -0.0096  0.0052  0.0154
Si  1.2717  -4.1576  12.0892  0.0097  -0.0004  0.0225
Si  3.935  -1.1628  12.5261  0.0029  -0.0057  0.0089
Si  -4.2239  1.2857  12.3274  0.0104  -0.0026  0.015
Si  -1.5657  4.2816  12.5725  0.0009  -0.0022  0.0132
Si  6.7408  -3.7837  12.2508  0.0036  0.013  0.0142
Si  -1.381  -0.9808  12.168  -0.0095  0.0031  0.0124
Si  -0.3959  0.669  13.5784  -0.0058  0.0044  -0.0439
Si  2.3627  3.0611  13.6951  -0.003  0.0056  -0.039
Si  0.249  -5.5289  13.7396  -0.0147  -0.0016  -0.0429
Si  2.5852  -2.8589  13.4402  0.0014  -0.007  -0.0287
Si  5.6223  -0.1655  13.9717  -0.0036  -0.0045  -0.0428
Si  -2.8753  2.5813  13.6743  0.016  -0.0049  -0.0423
Si  5.2  6.3433  13.8656  -0.0106  -0.0079  -0.0494
Si  -2.8369  -2.2149  13.4097  0.0011  -0.0057  -0.0304
Si  -6.9481  4.2346  20.6026  -0.0019  0.0019  -0.0649
Si  -3.5279  0.4863  18.298  -0.0072  0.0045  -0.067
Si  5.9675  2.191  16.0402  -0.0032  -0.0033  -0.0708
Si  2.1111  -5.5033  18.8202  0.0101  -0.0066  -0.061
Si  -2.7703  4.9486  21.9669  0.019  -0.0063  -0.0358
Si  -3.2878  -2.9624  22.1985  0.005  0  -0.0613
Si  0.8231  -0.4675  16.2637  0.0039  -0.0093  -0.0794
Si  -0.7503  0.5917  18.5831  0.0079  -0.0106  -0.07
Si  -0.8734  -1.3318  24.009  0.0015  -0.0323  -0.0793
Si  -3.913  -1.7481  24.7504  0.0072  -0.0074  -0.0612
Si  -1.019  -7.8114  20.2831  -0.0009  0.0007  -0.0524
Si  3.3619  0.9817  15.9336  0.0083  0.0039  -0.0651
Si  0.1087  -3.1965  19.3019  0.0006  -0.0025  -0.061
Si  3.4698  -4.7962  25.0599  -0.0158  0.0133  -0.0567
Si  -1.6929  -1.8396  17.2685  -0.0051  -0.0064  -0.0633
Si  -1.3118  -1.3795  21.0312  0.0026  -0.0078  -0.0548
Si  -4.3833  -2.6031  15.7477  -0.0019  -0.0032  -0.0745
Si  -0.5628  -3.8631  22.3471  0.0825  0.0886  0.0829
Si  3.7494  3.1982  17.7455  0.0077  -0.0211  -0.0699
Si  -1.3139  1.1834  22.5598  -0.0038  -0.003  -0.0582
Si  -3.6504  -8.284  23.7432  -0.0083  -0.0022  -0.0671
Si  -8.22  -1.6499  19.7401  0.0099  -0.0139  -0.0613
Si  2.6054  -0.1698  22.286  0.0082  -0.0147  -0.0703
Si  1.3344  3.9351  24.5843  0.0053  0.0056  -0.027
Si  -6.0986  2.0532  22.3631  -0.0093  0.0091  -0.0529
Si  -0.1216  -2.9593  15.0017  0.0019  -0.0019  -0.0599
Si  1.1358  -6.0594  21.6257  0.0101  0.0177  -0.0722
Si  -5.6767  -1.778  18.2527  0.0126  0.0065  -0.0712
Si  -10.1959  1.1312  24.4041  -0.0088  0.0022  -0.0556
Si  -9.0385  -3.1451  23.1312  -0.0135  -0.0001  -0.0656
Si  -3.4967  -8.7424  20.9685  0.0182  -0.0056  -0.0635
Si  4.3187  6.914  19.7887  0.0011  0.0088  -0.0479
Si  -3.1461  -2.921  32.2294  0.05  -0.0366  0.1779
Si  -0.4055  -0.1957  32.1746  0.0279  -0.0501  0.1763
Si  -3.1158  2.4707  32.1845  0.0227  -0.0067  0.1842
Si  -0.3811  5.2168  32.205  0.0325  -0.0479  0.1766
Si  2.3308  -2.9733  32.2089  0.0074  0.0123  0.1757
Si  -5.8152  -0.1903  32.2002  0.0037  -0.0361  0.1817
Si  2.3163  2.5102  32.2216  0.0431  -0.0273  0.1668
Si  5.0502  -5.6413  32.171  0.0526  -0.0543  0.1841
Si  -1.7885  -1.5314  33.5425  0.1797  -0.1066  0.3223
Si  0.8913  1.2136  33.5554  0.2864  -0.2538  0.329
Si  -1.8041  3.9079  33.5497  0.1701  -0.1806  0.1422
Si  0.9305  -4.2711  33.5794  0.2367  -0.249  0.2824
Si  -7.2394  -1.5229  33.5408  0.205  -0.2067  0.1389
Si  -4.5049  1.1893  33.5804  0.2554  -0.258  0.3149
Si  3.6544  -6.9493  33.5312  0.0641  -0.2292  0.3221
Si  -4.5585  -4.2225  33.5626  0.1638  -0.1908  0.3106
Si  1.375  1.3349  6.9261  -0.1764  0.1956  -0.3952
Si  4.0692  4.0913  6.9662  -0.152  0.1551  -0.124
Si  1.3602  6.8393  6.9039  -0.1954  0.2395  -0.2836
Si  4.0946  -1.3421  6.9345  -0.2135  0.232  -0.2392
Si  6.7929  1.388  6.8978  -0.2438  0.3718  -0.3424
Si  -1.3432  4.1351  6.9185  -0.256  0.2131  -0.2648
Si  6.8135  -4.1129  6.9351  -0.1907  0.1505  -0.3542
Si  -1.3789  -1.3439  6.9578  -0.126  0.1485  -0.2246
Si  -0.0285  0.0612  8.3064  -0.0631  0.0214  -0.1728
Si  2.6573  2.7421  8.2915  -0.0208  0.0543  -0.1774
Si  -0.018  5.5443  8.2916  -0.0298  0.0233  -0.1896
Si  2.6943  -2.6736  8.281  -0.0138  0.0219  -0.1745
Si  5.3838  0.115  8.2799  -0.0648  0.0418  -0.1998
Si  8.0964  2.8347  8.2305  -0.024  0.0475  -0.1954
Si  5.4317  5.4785  8.3307  -0.053  0.0273  -0.1722
Si  8.0924  -2.683  8.2747  -0.0073  0.0225  -0.1678
O  -7.1131  0.9242  26.1248  0.007  -0.0094  0.0175
O  -4.4053  -6.9587  26.4313  -0.0059  -0.0066  0.009
O  0.2785  0.3367  14.9923  0.0069  -0.0066  0.0455
O  -5.3619  -3.1097  19.147  -0.0009  -0.012  0.0281
N  -9.3362  2.3496  25.2723  0.0166  -0.0004  0.0535
N  0.0286  -0.2815  25.113  0.0025  -0.0152  0.0563
O  1.2099  -1.9511  26.5744  0.0008  -0.0059  0.0206
O  3.77  -3.7677  14.1663  0.0078  -0.0051  0.0161
O  0.0674  -4.5855  15.0915  0.0012  0.02  0.0302
O  -2.9104  -1.8653  21.0369  -0.0099  -0.0056  0.0262
N  -8.5335  -6.1189  20.4196  -0.0044  -0.0012  0.0449
O  -3.0266  -8.6355  25.1935  0.0025  -0.0002  0.0655
O  -3.4383  -6.7267  23.2402  -0.0114  -0.0028  0.0379
O  -3.8637  -3.0172  25.7375  0.0037  -0.0114  0.0351
O  -0.7493  -0.3574  19.9135  0.0025  -0.0144  0.0443
O  -1.5897  -2.9115  14.2684  0.012  -0.0077  0.0282
O  7.0347  2.8477  14.9916  -0.0146  -0.006  0.0404
O  2.4296  4.1993  17.711  -0.0087  0.0086  0.025
O  -7.1515  -1.2326  18.6073  -0.0183  -0.0043  0.0298
O  1.5555  0.7362  23.0813  -0.0171  0.0141  0.0355
O  -1.6826  -4.4215  26.2922  -0.0039  -0.004  0.0213
O  6.1218  -4.1131  15.2045  0.0043  0.0053  0.0333
O  -1.2416  -2.837  18.4749  0.0127  -0.0121  0.051
O  -4.6176  -0.6395  18.6017  0  0.0048  0.0187
O  3.3374  1.6531  17.4338  0.0055  0.0134  0.0414
O  -4.3261  -2.2785  23.2528  -0.0033  0.0169  0.0353
O  0.2862  -2.6667  23.7461  -0.0912  -0.0683  -0.0967
O  -1.6255  1.6202  14.0966  -0.0019  -0.0011  0.0167
O  -2.3591  -1.2148  24.7615  -0.0126  0.0024  0.0257
O  2.9452  -3.9902  26.3273  -0.0082  0.0101  0.0275
O  -1.2991  -5.3581  22.3516  0.0021  0.0078  0.025
O  -0.6387  1.8792  23.8549  0.0104  0.0023  0.0307
O  3.3789  -4.4971  18.5626  0.006  0.0047  0.0197
N  6.7679  9.4139  14.4377  0.0017  0.003  0.0385
O  -3.1485  1.1735  19.7306  -0.0027  0.0267  0.051
O  -4.0978  1.6274  17.3153  0.0188  -0.0166  0.045
O  -6.9705  3.3738  21.9811  -0.0058  -0.0159  0.0239
O  -5.0336  -0.7112  25.3528  -0.0223  0.0076  0.0411
O  -5.8879  -5.1554  25.3874  0.0119  -0.0135  0.0309
O  2.4943  -1.6794  22.861  0.0022  0.0034  0.0349
O  -6.5384  3.4108  19.2466  0.0106  0.0117  0.0471
O  -7.5213  -2.8915  20.588  -0.0063  -0.003  0.0225
N  -0.2281  -1.8737  16.3142  -0.0136  0.0053  0.0474
O  -6.8797  0.6433  22.4467  0.0004  0.0009  0.0156
N  -2.6323  -7.2202  20.7182  -0.0023  0.0069  0.0328
O  -5.2612  -8.5805  23.726  0.0041  0.0044  0.036
O  -0.027  4.3005  20.5675  -0.0003  0.0024  0.0224
N  5.0264  0.8487  15.3402  -0.0074  0.0158  0.0349
O  0.7133  6.2383  18.8151  -0.0068  0.0034  0.0246
N  -0.465  -2.8902  20.9073  0.0007  0.008  0.0567
O  1.3304  -2.1597  19.0105  0.0068  0.0019  0.0235
O  4.9539  3.372  16.6138  -0.0135  0.0121  0.0287
O  2.7238  -6.2053  24.8943  0.008  0.0019  0.0289
O  -3.0107  -2.5643  16.6359  0.0181  0.005  0.0344
N  -2.9642  1.5973  22.5258  -0.0047  0.0065  0.0349
O  -5.6106  -2.1121  16.6755  -0.0129  0.0141  0.0494
N  -1.0141  -0.5173  22.5073  0.0089  0.0111  0.0393
O  -1.8791  -3.0667  23.0715  -0.0252  0.0148  0.0256
O  -3.5863  -4.5001  21.711  0.0009  0.0104  0.0195
N  1.0723  -4.4466  22.2999  0.0122  -0.014  0.0217
O  1.3035  -2.376  14.3879  -0.0098  0.0135  0.0319
O  1.2706  4.1756  14.2092  0.0044  0.0044  0.0142
O  -6.0579  -5.2636  20.647  0.0042  -0.005  0.0212
O  2.6817  2.0992  14.9677  0.0136  -0.0193  0.0385
O  -7.7427  -3.836  23.8173  0.0332  -0.0142  0.0313
O  -0.6156  1.8936  21.3035  -0.0001  -0.007  0.0252
O  -9.7285  3.8766  22.9594  0.0004  -0.0079  0.0689
N  -2.0613  -0.1885  17.7194  -0.006  0.0136  0.0343
O  -5.09  -8.7948  21.0918  0.0007  0.0023  0.0226
O  -8.5393  -0.3822  20.6966  0.0013  0.011  0.043
O  -0.8502  2.2191  18.8711  0.001  0.0214  0.036
O  2.4632  -0.3805  16.0348  -0.0015  -0.0019  0.0276
O  0.5553  0.3367  17.6607  -0.0176  0.0153  0.044
O  0.1576  4.7742  25.3659  -0.014  0.0121  0.0464
H  -0.9558  -2.3422  34.4749  -0.2796  0.3264  -0.2291
H  -2.6124  -0.7117  34.4749  0.2898  -0.2736  -0.3069
H  1.7249  0.4038  34.4879  -0.3489  0.197  -0.1843
H  0.0752  2.0411  34.4879  0.3122  -0.3282  -0.3192
H  -0.9762  3.0922  34.4821  -0.4158  0.3283  -0.1869
H  -2.6084  4.7468  34.4821  0.1683  -0.2526  -0.3503
H  1.7536  -5.0916  34.5118  -0.3678  0.3361  -0.1742
H  0.1255  -3.4329  34.5118  0.2147  -0.2879  -0.3371
H  -8.0565  -0.6964  34.4732  0.1997  -0.2341  -0.3541
H  -6.4168  -2.3439  34.4732  -0.3585  0.3928  -0.1877
H  -3.6866  0.3641  34.5128  -0.3469  0.306  -0.1766
H  -5.3058  2.0315  34.5128  0.2424  -0.2337  -0.3315
H  4.4914  -7.7556  34.4637  -0.2962  0.2647  -0.2283
H  2.8201  -6.1402  34.4637  0.3497  -0.2764  -0.3036
H  -3.7208  -5.0281  34.4951  -0.2734  0.2287  -0.219
H  -5.3738  -3.3943  34.4951  0.2543  -0.4084  -0.292
H  2.199  0.5152  5.9937  -0.333  0.2992  0.3063
H  0.5567  2.1601  5.9937  0.2536  -0.2528  0.2172
H  4.8853  3.2639  6.0338  -0.2591  0.2968  0.3306
H  3.2413  4.907  6.0338  0.3356  -0.2636  0.2524
H  0.5225  7.6449  5.9715  0.3634  -0.2578  0.1964
H  2.1645  6.0003  5.9715  -0.2437  0.2799  0.319
H  3.262  -0.5313  6.0021  0.3281  -0.3958  0.183
H  4.8997  -2.1803  6.0021  -0.1446  0.3106  0.3466
H  5.9593  2.1978  5.9653  0.3441  -0.3215  0.147
H  7.61  0.5615  5.9653  -0.2626  0.2603  0.3367
H  -0.5423  3.2929  5.9861  -0.1922  0.2131  0.3565
H  -2.1802  4.9414  5.9861  0.5095  -0.2536  0.1492
H  5.9904  -3.2924  6.0026  0.2091  -0.3328  0.2204
H  7.6478  -4.922  6.0026  -0.3371  0.3153  0.3139
H  -2.2015  -0.5229  6.0254  0.337  -0.2846  0.243
H  -0.5636  -2.1721  6.0254  -0.2513  0.2906  0.3255

Results
free energy: -122368.840 eV
free energy less fixed offsets of H -15.71, N -386.36, O -570.45, Si -639.56 eV per atom: 1.780 eV

The program warned: the cutoff lies below the one the program advises for these potential files; the forces do not sum to zero within the program's tolerance; empty levels may hold ghost states of the PAW files; the exchange-correlation potential is rough where the density is thin.
